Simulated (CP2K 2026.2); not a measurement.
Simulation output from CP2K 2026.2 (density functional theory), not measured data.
Periodic cell of 504 atoms, Si360O144, from a study of silicon, its oxide and their interface. The atomic structure is a simulated model.
Doubt: the forces sum to 2.65 eV/angstrom along one axis rather than to zero, so they err by at least 0.0053 eV/angstrom per atom on average; the grid cutoff is modest.

Settings
functional: PBE
method: Gaussian and plane waves
basis set: DZVP-MOLOPT-SR-GTH
pseudopotentials: GTH-PBE
grid cutoff: 300 Ry, relative cutoff 40 Ry
k points: Gamma only
occupations: fixed
spin: none
net charge: 0

Cell vectors (angstrom)
a 16.32 0 0
b 0 16.32 0
c 0.9177 0.8328 33.886

Atoms and the computed forces on them: element, x, y, z (angstrom), force x, y, z (eV/angstrom)
Si 1.075 -0.981 -0.115 0.177 -0.207 0.751
Si 3.835 1.681 0.153 0.063 -0.123 0.712
Si 1.644 3.91 0.147 -0.196 0.071 0.727
Si 3.892 6.864 0.125 0.287 -0.06 0.714
Si 1.547 -7.343 -0.074 -0.117 0.399 0.67
Si 4.397 -4.393 -0.093 -0.181 0.143 0.749
Si 7.176 -1.597 0.05 -0.236 0.025 0.729
Si 9.19 1.482 0.234 0.237 0.064 0.683
Si 7.049 3.734 0.125 -0.097 0.234 0.765
Si 9.789 6.532 0.088 -0.201 0.079 0.765
Si 6.643 9.721 0.014 0.104 -0.216 0.763
Si -6.968 -3.885 -0.012 0.214 -0.138 0.69
Si -3.821 -1.43 0.136 -0.273 0.08 0.753
Si -1.139 1.268 0.028 -0.162 0.172 0.742
Si -4.268 4.399 0.121 0.039 -0.231 0.765
Si -1.701 7.048 0.304 0.057 -0.01 0.788
Si -3.874 -7.071 0.073 -0.087 0.206 0.721
Si -1.673 -3.755 -0.144 0.323 -0.318 0.716
Si 2.664 0.034 1.321 -0.024 0.009 -0.068
Si 5.446 2.709 1.486 0.016 0.005 -0.053
Si 2.743 5.42 1.528 0.002 0 -0.024
Si 5.479 8.126 1.307 -0.003 0.012 -0.046
Si 2.685 -5.538 1.091 0.008 -0.021 -0.073
Si 5.471 -2.746 1.239 0.016 -0.031 -0.063
Si 8.101 -0.053 1.567 -0.002 0.002 -0.052
Si -5.428 2.712 1.318 -0.016 0.024 -0.06
Si 8.193 5.377 1.368 0.017 -0.013 -0.066
Si -5.433 8.126 1.415 0.019 -0.024 -0.054
Si 8.182 -5.423 1.337 -0.013 0.016 -0.041
Si -5.424 -2.69 1.319 0.006 0.014 -0.026
Si -2.652 0.096 1.413 0.033 0.006 -0.032
Si 0.021 2.766 1.396 0.008 -0.005 -0.035
Si -2.829 5.492 1.59 -0.033 -0.003 -0.05
Si -0.007 8.137 1.472 0.005 0.003 -0.044
Si -2.71 -5.397 1.255 0.01 0.008 -0.046
Si 0.021 -2.699 1.144 -0.008 0.025 -0.088
Si 1.354 1.371 2.762 0 0.009 0.03
Si 4.135 4.094 2.843 0.004 -0.012 0.039
Si 1.323 6.759 2.823 -0.007 -0.001 0.015
Si 4.046 9.499 2.613 0.005 0.012 0.03
Si 1.376 -4.108 2.501 0.012 -0.003 -0.009
Si 4.072 -1.38 2.598 0.023 0.014 -0.007
Si 6.717 1.298 2.855 -0.001 0.03 0.04
Si 9.542 4.041 2.756 0.001 0 0.04
Si 6.829 6.78 2.686 -0.001 -0.012 0.001
Si 9.515 -6.797 2.699 0.006 0.007 0.005
Si 6.805 -4.065 2.695 -0.011 -0.01 0.036
Si -6.742 -1.376 2.78 0.005 -0.017 0.022
Si -4.07 1.401 2.728 -0.027 0.009 0
Si -1.367 4.089 2.764 0.007 0.005 0.008
Si -4.153 6.846 2.908 -0.007 0.009 0.053
Si -1.342 -6.704 2.704 -0.042 -0.009 0.018
Si -4.085 -4.088 2.669 -0.003 -0.012 0.021
Si -1.296 -1.371 2.662 0.015 -0.011 0.039
Si 0.011 -0.024 4.087 0.003 0.004 -0.014
Si 2.728 2.711 4.126 -0.01 -0.013 -0.012
Si -0.028 5.417 4.158 0.012 -0.004 0.025
Si 2.728 8.173 4.066 0.011 0.001 -0.013
Si 0.041 -5.372 4.02 0.007 0.005 0.008
Si 2.714 -2.759 3.944 -0.019 -0.003 0.011
Si 5.352 -0.074 4.116 -0.011 -0.002 0.02
Si 8.157 2.692 4.113 0.008 0.004 -0.026
Si 5.492 5.476 4.13 -0.005 -0.006 0.003
Si 8.159 -8.163 4.059 0.007 -0.01 -0.008
Si 5.412 -5.453 4.007 -0.005 0.007 -0.019
Si 8.17 -2.737 4.087 -0.022 0.006 -0.006
Si -5.4 0.014 4.1 0.001 -0.004 0.012
Si -2.721 2.727 4.112 -0.001 0.006 -0.004
Si -5.491 5.42 4.178 0.005 -0.016 -0.008
Si -2.699 8.236 4.106 0.009 -0.016 -0.011
Si -5.435 -5.439 4.055 0.006 0.018 -0.002
Si -2.699 -2.717 4.017 -0.002 0.01 -0.012
Si 1.357 -1.42 16.254 0.004 -0.004 -0.021
Si 4.111 1.374 16.293 0.002 0.01 -0.008
Si 1.369 4.09 16.302 -0.011 0.006 -0.012
Si 4.09 6.812 16.348 0.012 -0.002 0
Si 1.351 -6.816 16.351 -0.018 0.002 0.001
Si 4.091 -4.088 16.336 -0.003 0.022 -0.008
Si 6.789 -1.37 16.343 -0.011 0 -0.006
Si -6.801 1.367 16.319 0.02 -0.012 -0.005
Si 6.827 4.113 16.327 0.01 0.009 -0.005
Si -6.797 6.816 16.344 -0.013 0.002 -0.002
Si 6.79 -6.799 16.343 -0.01 -0.002 -0.006
Si -6.825 -4.09 16.32 -0.003 0.012 -0.003
Si -4.091 -1.343 16.251 0.005 -0.024 -0.024
Si -1.368 1.373 16.263 0.021 -0.005 -0.01
Si -4.088 4.107 16.32 0.008 -0.001 0
Si -1.37 6.801 16.334 0.011 -0.006 -0.005
Si -4.098 9.493 16.346 -0.004 -0.008 0.006
Si -1.339 -4.104 16.279 -0.023 0 -0.017
Si 2.741 -0.06 17.543 0.004 -0.008 -0.011
Si 5.471 2.75 17.666 -0.01 -0.016 -0.009
Si 2.736 5.427 17.684 -0.01 0 -0.014
Si 5.432 8.186 17.731 0.004 -0.012 0.005
Si 2.71 -5.43 17.69 0.011 -0.007 -0.019
Si 5.472 -2.769 17.727 -0.002 0.004 0.013
Si 8.13 0.029 17.68 -0.025 -0.006 -0.002
Si -5.428 2.726 17.669 -0.02 -0.007 0.014
Si 8.169 5.478 17.719 -0.007 -0.002 0.018
Si -5.464 8.155 17.755 0.004 0.019 -0.003
Si 8.153 -5.457 17.712 0.009 0.006 -0.012
Si -5.473 -2.665 17.601 0.009 -0.005 -0.003
Si -2.707 -0.014 17.598 -0.008 0.006 -0.001
Si -0.03 2.745 17.621 0.001 -0.004 0.013
Si -2.746 5.471 17.705 0.009 -0.004 0.01
Si -0.017 -8.182 17.719 -0.004 0.006 0.026
Si -2.68 -5.469 17.632 0.021 0.024 0.004
Si 0.014 -2.767 17.657 0.017 0.004 0.003
Si 1.355 1.29 18.821 -0.012 -0.003 -0.057
Si 4.122 4.088 19.04 -0.005 0.021 -0.002
Si 1.367 6.756 19.051 -0.011 -0.012 -0.016
Si 4.058 -6.753 19.079 0.023 0.006 -0.012
Si 1.329 -4.13 19.076 -0.019 0.004 -0.013
Si 4.059 -1.369 18.975 -0.014 -0.005 -0.032
Si 6.805 1.42 19.064 0.032 -0.005 -0.015
Si -6.777 4.089 19.046 -0.014 0.009 -0.032
Si 6.808 6.851 19.108 0.03 -0.005 -0.023
Si -6.84 9.521 19.12 -0.014 -0.023 -0.001
Si 6.843 -4.134 19.141 -0.027 0.017 -0.011
Si 9.492 -1.333 19.008 -0.005 -0.008 -0.022
Si -4.029 1.341 18.968 -0.007 0.005 -0.027
Si -1.385 4.095 19.033 0.002 -0.02 -0.01
Si -4.094 6.81 19.129 0.02 -0.018 0.007
Si -1.389 -6.821 19.09 -0.013 0.008 -0.043
Si -4.058 -4.032 18.848 0.022 0 -0.045
Si -1.354 -1.374 18.95 -0.013 -0.004 -0.021
Si 0.014 0 20.24 0.01 0.011 0.051
Si 2.727 2.585 20.164 -0.002 -0.014 0.044
Si -0.013 5.416 20.426 0.005 0.011 0.016
Si 2.689 8.177 20.387 -0.002 0.002 0.05
Si 0.002 -5.501 20.485 -0.002 -0.019 0.064
Si 2.68 -2.719 20.358 0.01 0.017 0.058
Si 5.407 0.029 20.325 -0.017 -0.012 0.063
Si 8.152 2.793 20.449 -0.007 0.009 0.054
Si 5.423 5.48 20.455 -0.002 0.014 0.047
Si 8.146 8.189 20.585 -0.014 0.004 0.059
Si 5.437 -5.483 20.531 0.001 0 0.04
Si 8.235 -2.716 20.456 -0.004 -0.008 0.042
Si -5.461 0.066 20.3 0.004 0.001 0.041
Si -2.689 2.658 20.378 0.017 0.003 0.041
Si -5.394 5.379 20.47 0.009 -0.021 0.022
Si -2.798 -8.113 20.523 0.029 0.021 0.047
Si -5.385 -5.335 20.229 0.009 0.021 0.048
Si -2.74 -2.715 20.258 -0.003 -0.01 0.06
Si 1.503 -1.127 21.612 -0.1 -0.249 -0.75
Si 3.75 1.058 21.631 0.178 0.132 -0.746
Si 1.208 3.693 21.475 -0.062 0.255 -0.705
Si 4.222 7.06 21.739 -0.063 -0.173 -0.701
Si 1.107 -7.152 21.82 0.094 0.272 -0.756
Si 4.315 -3.757 21.661 -0.305 -0.353 -0.752
Si 6.584 -1.523 21.591 0.261 0.218 -0.696
Si -6.536 1.65 21.676 -0.064 -0.086 -0.693
Si 7.021 4.395 21.786 -0.123 -0.177 -0.715
Si -6.974 6.524 21.764 0.087 0.177 -0.722
Si 6.488 -7.067 21.974 0.229 0.177 -0.736
Si 9.954 -3.787 21.675 -0.32 -0.111 -0.711
Si -4.268 -1.49 21.538 0.129 0.123 -0.759
Si -1.036 1.537 21.638 -0.261 -0.087 -0.76
Si -4.205 3.77 21.767 0.095 0.173 -0.718
Si -1.189 7.005 21.739 -0.13 -0.179 -0.75
Si -3.955 -6.391 21.728 -0.075 -0.313 -0.696
Si -1.653 -4.287 21.607 0.186 0.058 -0.799
Si -7.085 -1.396 -4.184 0.048 -0.064 0.008
Si -4.263 -4.011 26.231 -0.024 -0.014 0.054
Si 6.358 4.15 -6.864 0.133 -0.086 -0.015
Si -3.093 6.675 -5.25 0.008 -0.037 -0.121
Si 6.462 -1.085 -2.861 0.054 -0.034 0.122
Si -1.918 -2.119 25.768 -0.045 0.09 -0.069
Si -0.062 -6.317 -6.785 0.035 0.031 -0.057
Si -0.497 5.309 -6.089 0.018 -0.03 -0.004
Si 0.146 -2.893 23.745 0.034 0.042 -0.105
Si -7.39 1.096 24.558 0.021 0.062 -0.045
Si 2.189 -1.041 -3.047 0.002 0.032 0.153
Si -6.133 6.593 24.662 0.1 -0.053 -0.04
Si 0.35 -0.999 -5.593 0.092 -0.075 -0.047
Si 2.153 2.254 26.461 0.008 0.077 -0.06
Si -2.259 5.088 23.938 -0.036 -0.022 -0.142
Si -2.532 -1.998 -5.151 -0.052 -0.009 0.077
Si 5.669 5.498 -2.021 -0.003 -0.049 0.147
Si -7.41 -3.914 -6.055 -0.015 0.031 0.028
Si 4.333 1.022 -2.773 -0.037 0.01 0.084
Si 2.458 -7.536 -5.244 -0.019 -0.002 0.062
Si 2.841 5.134 23.729 0.042 0.058 -0.094
Si 6.607 -0.802 24.606 0.028 0.026 -0.105
Si -3.706 6.472 26.315 0.004 0.047 0.053
Si 2.08 4.008 -5.981 -0.144 -0.002 -0.001
Si 1.455 -3.68 -6.885 0.075 -0.026 -0.037
Si 7.891 7.785 -2.062 0.032 -0.058 0.136
Si -1.838 -6.972 -4.496 0.088 0.023 0.108
Si -4.555 2.336 -3.865 -0.031 0.012 0.095
Si 5.616 3.893 24.601 -0.007 0.085 -0.103
Si -5.828 -5.67 23.996 0.052 0.116 -0.186
Si -2.779 0.192 23.81 0.014 0.013 -0.055
Si 4.66 3.76 -4.343 0.074 -0.014 -0.037
Si 2.863 -4.04 24.43 0.01 0.139 -0.028
Si 4.464 1.287 24.623 -0.006 0.014 -0.119
Si 1.87 6.654 -7.105 -0.016 -0.024 0.008
Si -6.616 3.75 25.655 -0.052 -0.074 0.083
Si -0.132 5.406 -1.927 -0.012 -0.001 0.014
Si -4.72 1.442 25.594 -0.074 0.174 -0.034
Si 7.143 6.959 -7.261 0.005 -0.028 0.014
Si 4.354 -3.234 -2.968 -0.036 0.053 0.132
Si -5.866 -6.192 -5.141 0.005 0.05 -0.03
Si -7.25 7.536 -4.854 0.055 -0.183 0.105
Si -5.484 5.054 -4.806 -0.011 -0.009 -0.021
Si -5.579 -0.045 -1.986 -0.044 0.012 -0.03
Si -2.29 3.272 -2.127 0.044 0.048 0.195
Si -4.844 -0.015 -5.57 0.023 -0.094 0.083
Si 3.917 -4.931 -5.454 -0.049 0.084 -0.066
Si -2.485 -4.277 -2.929 0.109 -0.024 0.039
Si 0.355 4.475 25.285 0.008 0.02 -0.013
Si -5.141 -5.274 -2.151 -0.056 -0.041 0.103
Si 0.695 -8.143 -2.924 -0.018 -0.061 0.185
Si 2.08 -6.713 24.831 -0.051 -0.092 -0.141
Si 7.115 -3.442 26.295 0.133 -0.076 -0.023
Si 7.699 -6.246 24.85 -0.045 0 -0.092
Si 1.387 -1.4 5.391 0.019 -0.002 0.004
Si 4.053 1.327 5.479 0.001 0 0.02
Si 1.361 4.064 5.479 0 -0.009 0.011
Si 4.09 6.826 5.446 -0.009 0.002 0.01
Si 1.366 9.552 5.4 -0.012 -0.005 0.009
Si 4.064 -4.087 5.37 0.002 0.01 0.006
Si 6.788 -1.388 5.438 0.009 -0.002 0.011
Si 9.531 1.346 5.46 -0.004 0.004 0.013
Si 6.822 4.081 5.471 0 -0.01 0.006
Si 9.48 6.81 5.481 -0.005 -0.004 0.008
Si 6.778 -6.8 5.397 -0.002 -0.004 -0.003
Si 9.524 -4.097 5.433 0.01 -0.005 0.012
Si -4.042 -1.368 5.423 0.003 -0.005 0.005
Si -1.361 1.337 5.444 0.008 0 0.004
Si -4.076 4.079 5.484 -0.005 0.004 0.014
Si -1.371 6.83 5.462 -0.013 0.008 0.008
Si -4.081 -6.763 5.455 -0.001 0.002 0.003
Si -1.341 -4.054 5.402 -0.004 0.004 0.005
Si 2.701 -0.04 6.81 0.007 0.004 0.002
Si 5.44 2.708 6.801 -0.006 -0.01 -0.004
Si 2.73 5.448 6.8 -0.002 -0.001 0.001
Si 5.444 -8.142 6.804 -0.006 -0.003 -0.002
Si 2.722 -5.426 6.773 0 0.002 -0.001
Si 5.423 -2.75 6.776 0.005 0.004 -0.001
Si 8.15 -0.014 6.796 -0.006 0.002 0
Si 10.882 2.709 6.827 0.007 0 -0.003
Si 8.149 5.445 6.848 -0.001 0.009 -0.001
Si 10.878 -8.147 6.801 0.004 -0.006 -0.003
Si 8.151 -5.456 6.776 0 0.008 0.001
Si 10.892 -2.722 6.777 0.002 0.004 0
Si -2.71 -0.014 6.812 -0.006 -0.003 0.001
Si -0.005 2.698 6.815 0.01 -0.001 0.005
Si -2.723 5.459 6.822 -0.002 0.003 -0.001
Si 0.015 8.188 6.787 0.002 -0.002 -0.002
Si -2.702 -5.41 6.788 0 0.003 -0.001
Si 0.013 -2.717 6.782 -0.007 0.001 -0.003
Si 1.354 1.337 8.171 -0.018 -0.016 0.001
Si 4.083 4.078 8.159 -0.001 0.001 -0.008
Si 1.365 6.812 8.149 0.012 0.007 -0.003
Si 4.076 -6.784 8.15 0.009 0 0.001
Si 1.361 -4.081 8.146 -0.001 0.007 -0.003
Si 4.083 -1.382 8.156 -0.003 0.002 -0.005
Si 6.801 1.354 8.16 0.012 0.011 -0.002
Si 9.525 4.08 8.18 0.006 0.005 0
Si 6.784 6.811 8.181 -0.003 -0.009 0.004
Si 9.511 -6.797 8.157 -0.01 -0.009 -0.008
Si 6.795 -4.095 8.14 -0.01 -0.007 -0.002
Si 9.523 -1.371 8.145 0.001 -0.003 -0.004
Si -4.075 1.346 8.171 -0.002 -0.003 -0.003
Si -1.357 4.082 8.162 -0.001 -0.006 -0.01
Si -4.089 6.814 8.169 0 -0.005 0.005
Si -1.355 -6.786 8.148 -0.005 -0.002 -0.004
Si -4.072 -4.069 8.154 0.006 0.01 -0.003
Si -1.344 -1.367 8.162 0.007 0.013 0.001
Si -0.001 -0.009 9.536 -0.004 0.004 0.006
Si 2.721 2.714 9.514 -0.001 -0.005 -0.006
Si 0.007 5.446 9.513 -0.001 -0.005 -0.004
Si 2.724 -8.155 9.511 -0.004 -0.004 0
Si 0.003 -5.437 9.514 0.005 -0.001 -0.001
Si 2.72 -2.731 9.517 0.003 0.001 -0.002
Si 5.439 -0.009 9.512 0.001 -0.004 -0.005
Si 8.156 2.717 9.524 -0.005 -0.004 -0.001
Si 5.431 5.44 9.53 -0.006 0.003 0.004
Si 8.157 -8.154 9.528 0.005 -0.006 0.005
Si 5.443 -5.442 9.516 0.004 0.004 0.001
Si 8.158 -2.73 9.501 0.006 0.001 -0.007
Si -5.444 -0.012 9.518 -0.004 0.004 -0.002
Si -2.718 2.72 9.52 -0.003 0.003 0.001
Si -5.44 5.45 9.529 0.004 -0.002 0.004
Si -2.716 -8.147 9.513 -0.003 -0.003 -0.001
Si -5.44 -5.435 9.508 0.003 0.002 -0.005
Si -2.714 -2.72 9.522 0.001 0.008 0.001
Si 1.366 -1.371 10.882 0 0.007 -0.002
Si 4.085 1.358 10.875 0 -0.002 -0.002
Si 1.365 4.082 10.876 0 -0.002 -0.002
Si 4.076 -9.514 10.884 -0.004 -0.003 0
Si 1.358 -6.805 10.871 0.005 0.002 -0.003
Si 4.084 -4.086 10.874 -0.002 0.001 -0.001
Si 6.803 -1.367 10.867 -0.001 0.005 0
Si 9.518 1.356 10.875 0.006 0.005 0
Si 6.799 4.081 10.884 0.011 -0.001 0.003
Si 9.516 -9.514 10.887 -0.001 -0.006 0.004
Si 6.797 -6.797 10.887 -0.009 0.001 0.001
Si 9.516 -4.083 10.873 -0.003 0.005 0
Si -4.083 -1.365 10.881 0.002 0.003 0
Si -1.361 1.362 10.884 0.005 -0.004 -0.001
Si -4.076 4.087 10.875 -0.003 -0.004 -0.002
Si -1.358 6.805 10.869 -0.004 -0.001 0.001
Si -4.083 -6.796 10.873 0.002 -0.008 -0.001
Si -1.358 -4.086 10.879 -0.003 0.001 0.001
Si 2.727 -0.004 12.232 -0.001 -0.006 -0.003
Si 5.442 2.719 12.244 -0.005 0 0
Si 2.718 5.446 12.243 0.005 0.002 -0.001
Si 5.439 -8.159 12.248 0.003 -0.007 0.002
Si 2.731 -5.459 12.224 -0.006 0.003 -0.002
Si 5.444 -2.724 12.23 -0.004 0.001 -0.002
Si 8.159 -0.004 12.231 0.003 0.002 -0.002
Si 10.873 2.734 12.223 0.007 0.001 -0.001
Si 8.155 5.447 12.245 -0.002 -0.002 0.004
Si 10.877 -8.153 12.241 0.003 -0.002 0.001
Si 8.159 -5.437 12.245 0.003 0 -0.001
Si 10.875 -2.729 12.24 0 0.001 -0.003
Si -2.729 0.004 12.235 -0.003 0.007 0.004
Si 0.004 2.724 12.239 -0.009 -0.004 0.001
Si -2.717 5.448 12.232 -0.001 -0.008 0.001
Si -0.001 8.159 12.237 0.005 0.001 0
Si -2.722 -5.446 12.239 -0.002 0.003 0
Si 0.006 -2.733 12.238 0.006 0.008 0.004
Si 1.369 1.356 13.59 0.01 0 -0.001
Si 4.089 4.093 13.601 -0.003 -0.002 0.008
Si 1.36 6.808 13.604 -0.009 -0.004 0.004
Si 4.076 -6.806 13.611 -0.001 0.003 -0.001
Si 1.376 -4.108 13.579 0.016 -0.012 -0.002
Si 4.09 -1.362 13.589 -0.008 0.007 0.001
Si 6.812 1.361 13.6 0.004 -0.008 0.009
Si 9.522 4.09 13.597 0.005 -0.008 -0.001
Si 6.803 -9.511 13.61 -0.003 -0.001 0.002
Si 9.515 -6.799 13.608 -0.002 -0.002 0.006
Si 6.791 -4.081 13.603 -0.009 0.016 0
Si 9.508 -1.367 13.594 0.014 0.003 0.003
Si -4.091 1.381 13.579 -0.012 0.006 -0.004
Si -1.356 4.093 13.593 0.003 -0.003 0.003
Si -4.083 6.802 13.594 0.001 0 -0.001
Si -1.368 9.509 13.602 -0.002 0.003 0.004
Si -4.088 -4.096 13.6 0.006 -0.002 0
Si -1.365 -1.366 13.58 -0.004 -0.001 0.004
Si 0 -0.011 14.933 -0.003 -0.002 -0.001
Si 2.728 2.724 14.946 -0.004 0 0.003
Si -0.002 5.454 14.962 0.002 -0.004 0.001
Si 2.719 8.157 14.981 -0.001 -0.006 0.007
Si 0.021 -5.465 14.943 0.01 0.01 0
Si 2.744 -2.754 14.927 -0.003 -0.004 -0.003
Si 5.455 -0.008 14.951 -0.004 -0.008 0.004
Si 8.168 2.735 14.96 -0.003 0 0.007
Si 5.445 5.455 14.973 0.003 0 0
Si 8.158 -8.152 14.98 0.002 -0.001 -0.003
Si 5.438 -5.448 14.968 -0.002 0.001 0
Si 8.145 -2.721 14.964 -0.004 -0.005 0.002
Si -5.456 0.023 14.924 -0.001 0.001 0.005
Si -2.737 2.744 14.938 -0.006 0.001 0.003
Si -5.449 5.458 14.962 0.004 0.002 0.004
Si -2.734 8.152 14.968 -0.001 -0.004 0.006
Si -5.445 -5.451 14.978 0.001 0.006 0.002
Si -2.718 -2.734 14.939 -0.001 0.01 -0.004
O -1.535 0.849 23.026 0.093 -0.165 0.592
O 6.804 -0.787 -1.31 -0.173 0.678 0.01
O -8.148 5.475 22.235 -0.015 -0.066 0.208
O 2.413 5.129 -7.123 0.454 -0.105 -0.567
O 2.769 -8.083 25.349 0.301 -0.222 -0.654
O -1.701 1.993 -1.321 0.193 -0.32 -0.317
O -3.601 -0.763 22.814 -0.093 -0.128 0.158
O -5.386 4.784 -6.411 -0.222 -0.472 -0.158
O -5.409 5.447 -0.417 -0.034 -0.047 -0.314
O 2.851 0.437 -3.054 -0.389 0.443 -0.087
O 2.747 2.805 -0.355 -0.097 -0.041 -0.605
O -3.969 -4.17 -2.285 -0.11 0.69 0.397
O -5.399 2.722 22.217 0.304 -0.022 0.309
O 2.768 7.933 -0.38 0.178 0.213 -0.304
O 0.653 0.388 -6.345 -0.228 0.163 0.438
O 5.528 -5.514 -0.491 -0.108 -0.229 -0.132
O -3.401 3.966 -1.179 0.082 0.035 -0.357
O -4.318 -0.639 -1.194 0.372 -0.04 -0.447
O 6.356 4.263 -1.244 -0.093 -0.358 -0.277
O -6.766 6.012 -4.536 -0.198 -0.219 0.344
O 5.476 -2.661 21.89 0.093 0.057 0.311
O -4.769 -0.121 -7.159 0.426 -0.158 -0.171
O 0.897 -2.224 -6.499 0.26 -0.174 -0.214
O 3.362 6.48 23.005 -0.303 0.113 0.178
O -0.043 8.071 22.211 0.209 -0.043 0.431
O -7.229 0.924 22.957 -0.541 -0.351 0.038
O 6.341 3.869 23.16 -0.058 -0.515 0.034
O 0.746 -1.604 22.977 -0.411 0.213 0.201
O -7.432 7.096 25.435 -0.299 -0.165 -0.254
O 3.112 -5.488 25.116 0.657 0.038 0.587
O 4.104 4.459 24.458 -0.063 0.087 0.484
O -7.267 -5.43 -5.481 -0.563 -0.271 0.219
O -2.3 -0.738 25.029 -0.211 0.068 0.446
O -1.876 6.413 23.091 -0.179 0.272 0.216
O 7.347 -7.208 -1.324 -0.031 0.351 -0.287
O 1.165 -6.896 -5.936 0.005 0.124 0.093
O -5.494 -5.79 -3.628 -0.009 -0.108 -0.051
O -6.035 0.562 25.26 -0.009 -0.713 0.015
O -1.408 -4.253 -1.695 0.495 -0.062 -0.284
O -6.706 0.495 -0.981 -0.369 -0.122 -0.071
O -4.869 -6.614 23.077 -0.194 -0.282 0.187
O -1.436 -6.505 -5.985 -0.379 0.233 -0.618
O 3.858 -4.019 23.189 0.23 -0.227 0.232
O 4.559 1.098 -1.177 0.529 -0.326 0.022
O 1.079 4.637 -1.192 0.157 -0.015 -0.415
O -2.931 -8.154 -4.657 -0.41 0.04 0.171
O -0.879 4.284 24.248 0.094 -0.241 -0.023
O 5.227 4.995 -3.476 0.383 0.299 -0.402
O -0.07 0.135 -0.47 -0.176 0.123 -0.365
O 3.281 -2.145 -3.471 -0.183 -0.229 -0.595
O 6.465 4.759 25.646 0.002 0.349 -0.162
O -1.067 -3.523 22.907 -0.34 0.125 0.128
O 1.34 -3.965 23.875 -0.077 -0.321 0.052
O 3.17 4.124 -4.821 -0.319 0.376 0.428
O -5.527 3.636 -4.024 -0.591 -0.143 -0.046
O -1.239 -1.069 -5.355 -0.069 0.714 -0.107
O 6.723 6.694 -2.141 0.002 -0.01 -0.323
O 0.515 6.555 -2.864 0.263 -0.184 -0.23
O 6.99 -0.961 23.05 0.077 0.001 0.203
O 2.542 -4.153 -5.794 -0.06 0.251 0.297
O 8.141 2.605 -0.341 0.109 0.137 -0.636
O 0.758 -7.333 -1.51 -0.169 0.37 -0.16
O 5.507 2.39 25.179 0.367 -0.173 0.485
O -6.628 -4.578 23.08 -0.432 -0.241 0.04
O -1.064 6.204 -0.903 -0.067 0.014 -0.228
O -4.933 -4.988 25.14 0.032 -0.412 -0.058
O -2.775 -2.798 -6.522 -0.293 -0.275 0.171
O -7.559 2.686 24.863 -0.712 0.333 -0.404
O 5.824 -2.567 -2.923 0.264 -0.47 -0.026
O 5.347 8.116 22.316 -0.212 -0.129 0.315
O 3.898 -3.752 -1.505 -0.573 0.079 -0.129
O 2.245 4.103 22.651 0.252 -0.368 0.336
O 4.278 1.644 23.05 -0.118 0.538 0.188
O 3.07 -2.859 25.521 0.206 0.541 -0.173
O -5.321 -2.604 22.103 0.157 -0.128 0.554
O -2.765 -5.35 22.165 0.147 -0.011 0.344
O 5.12 -0.18 24.8 -0.371 -0.505 0.164
O -2.734 8.144 -0.356 0.131 0.121 -0.771
O -3.716 1.416 24.321 0.202 0.428 -0.478
O 4.547 2.458 -3.423 -0.072 0.043 0.447
O -4.81 7.206 25.379 0.054 0.592 0.054
O -6.113 4.969 24.719 0.055 -0.19 -0.033
O -5.268 2.91 26.051 0.21 0.22 0.639
O -6.213 7.045 23.114 0.386 0.323 0.099
O 0.761 -6.304 25.697 -0.534 -0.179 -0.083
O 2.078 -7.857 -3.71 0.468 -0.195 0.4
O -1.695 5.853 -5.17 0.355 -0.033 0.227
O -3.828 -1.061 -4.858 -0.109 0.062 0.247
O -4.814 -5.685 -6.288 0.816 -0.191 -0.11
O -7.975 -8.166 -3.555 -0.302 0.582 -0.402
O 0.226 -4.734 -6.942 -0.389 0.232 -0.12
O 1.788 -6.768 23.248 0.582 0.048 0.131
O -0.462 -2.509 25.181 0.325 0.001 0.456
O 6.982 -6.449 23.403 -0.045 0.28 0.238
O 0.603 4.345 -5.362 -0.254 -0.449 0.497
O 4.425 -4.448 -4.008 0.264 -0.386 0.023
O 0.115 2.622 22.059 0.178 0.061 0.15
O 0.951 3.02 25.68 -0.142 -0.556 -0.035
O -6.263 -3.715 -7.193 -0.008 0.568 -0.08
O -3.061 2.789 -3.455 0.237 0.17 -0.624
O 6.311 5.749 -6.587 -0.202 0.067 0.346
O -4.16 5.867 -4.342 0.05 0.188 0.674
O 7.709 0.246 25.16 -0.022 0.129 0.311
O 0.324 6.613 -6.596 -0.268 0.648 0.036
O -3.351 4.253 23.08 -0.124 0.152 0.115
O 2.815 7.436 -6.054 0.639 -0.089 0.303
O -7.132 -2.865 -4.851 0.174 -0.16 0.199
O -2.71 -2.514 -0.346 -0.075 0.04 -0.438
O 4.996 -4.633 -6.595 -0.15 0.278 0.024
O -6.385 -4.579 -1.378 -0.202 0.099 -0.595
O -2.274 -3.04 -3.943 0.124 0.238 -0.045
O 1.562 5.405 24.692 0.078 0.539 -0.211
O 2.644 -0.061 22.081 0.039 -0.061 0.501
O 4.398 6.044 -1.188 -0.18 -0.131 -0.558
O -2.885 5.479 25.36 0.116 -0.234 0.222
O -7.163 7.194 -1.254 0.145 0.22 -0.253
O 6.673 -2.223 25.341 -0.238 0.018 -0.278
O -6.19 -1.283 -2.835 0.287 -0.361 0.253
O -7.022 -6.51 24.685 0.114 -0.395 0.029
O 2.118 2.54 -6.647 0.269 -0.074 -0.141
O -4.458 1.518 -5.245 0.096 0.234 -0.628
O -1.104 4.282 -2.58 0.211 -0.044 -0.338
O 7.87 3.536 -7.027 0.247 0.122 0.126
O -3.646 6.681 -6.792 0.324 0.514 -0.248
O -5.138 1.272 -2.802 -0.275 0.32 -0.135
O 1.664 -1.435 -1.565 0.145 -0.239 -0.191
O -2.408 -5.696 -3.696 -0.123 -0.175 0.143
O -1.118 4.449 -7.313 -0.328 -0.086 -0.243
O 7.449 -4.743 25.392 0.123 0.133 -0.014
O 7.454 -3.762 -6.712 -0.131 0.17 0.3
O 5.42 0.014 -3.388 0.337 -0.043 -0.588
O 8.079 7.58 -6.114 0.057 -0.006 -0.099
O -6.388 -0.336 -5.184 -0.393 0.616 -0.148
O 7.733 -0.967 -3.831 -0.171 0.196 -0.338
O 5.632 3.456 -5.6 0.179 -0.34 -0.008
O -2.998 -3.304 25.527 -0.048 -0.134 -0.507
O -8.068 -2.746 -0.436 -0.143 0.134 -0.612
O 3.692 -6.521 -5.342 0.431 -0.29 -0.088
O 3.069 1.42 25.42 -0.471 -0.07 -0.164
O -4.602 -6.534 -1.283 -0.042 -0.326 -0.366
O -6.012 -7.802 -5.221 0.388 -0.223 -0.065
O -0.569 -7.546 -3.706 0.043 0.212 0.199
O 7.186 -7.343 25.94 -0.511 0.023 0.286
O 1.01 -1.048 -4.128 -0.371 0.063 0.195

Results
total energy: -101658.113 eV
total energy less fixed offsets of O -438.25, Si -107.07 eV per atom: -4.913 eV
